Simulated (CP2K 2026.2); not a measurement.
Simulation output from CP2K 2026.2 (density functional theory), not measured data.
Periodic cell of 571 atoms, Si324O237N10, from a study of silicon, its oxide and their interface. The atomic structure is a simulated model.
Doubt: the forces sum to 1.07 eV/angstrom along one axis rather than to zero, so they err by at least 0.0019 eV/angstrom per atom on average; the grid cutoff is modest.

Settings: functional PBE; method Gaussian and plane waves; basis set DZVP-MOLOPT-SR-GTH; pseudopotentials GTH-PBE; grid cutoff 350 Ry, relative cutoff 50 Ry; k points Gamma only; occupations fixed; spin none; net charge 0.

Cell vectors (angstrom)
a 16.3356 0 0
b 0 16.3356 0
c 3.4411 -2.0098 35.5653

Atoms: element, x, y, z (angstrom)
Si 1.581 14.689 0.069
Si 4.326 1.063 0.015
Si 0.835 4.363 0.012
Si 4.188 6.571 0.043
Si 0.959 9.775 0.11
Si 3.841 12.552 0.105
Si 6.648 15.291 0.061
Si 9.773 1.104 0.023
Si 9.836 2.318 35.532
Si 12.712 4.963 35.471
Si 7.071 9.209 0.021
Si 9.687 11.947 0.15
Si 12.027 15.293 0.308
Si 18.163 -0.475 35.491
Si 12.562 3.822 0.008
Si 14.992 6.602 0.252
Si 12.042 9.938 0.197
Si 15.116 12.025 0.075
Si 2.739 -0.047 1.342
Si 5.369 2.716 1.337
Si 2.581 5.405 1.278
Si 5.429 8.118 1.322
Si 2.651 10.914 1.33
Si 5.465 13.679 1.355
Si 8.156 0.092 1.413
Si 10.91 2.731 1.295
Si 8.088 5.43 1.243
Si 10.884 8.141 1.239
Si 8.164 10.762 1.433
Si 10.822 13.615 1.403
Si 13.612 0.127 1.495
Si 16.237 2.684 1.339
Si 13.575 5.316 1.515
Si 16.204 8.21 1.456
Si 13.575 11.015 1.55
Si 16.316 13.586 1.376
Si 1.353 1.352 2.655
Si 3.955 4.049 2.675
Si 1.324 6.824 2.704
Si 4.065 9.533 2.64
Si 1.332 12.246 2.773
Si 4.101 14.991 2.765
Si 6.798 1.459 2.737
Si 9.502 4.103 2.612
Si 6.775 6.759 2.706
Si 9.565 9.44 2.758
Si 6.792 12.232 2.678
Si 9.463 14.982 2.748
Si 12.228 1.457 2.809
Si 14.964 3.999 2.833
Si 12.189 6.791 2.694
Si 14.88 9.546 2.836
Si 12.22 12.372 2.847
Si 14.984 15.004 2.727
Si 16.356 0.011 4.08
Si 2.668 2.7 4.082
Si 16.336 5.434 4.091
Si 2.723 8.17 4.034
Si 16.311 10.893 4.133
Si 2.719 13.621 4.106
Si 5.449 0.047 4.085
Si 8.179 2.782 4.065
Si 5.383 5.399 4.03
Si 8.155 8.108 4.087
Si 5.416 10.886 4.035
Si 8.13 13.594 4.081
Si 10.865 0.019 4.082
Si 13.59 2.728 4.214
Si 10.834 5.443 4.052
Si 13.54 8.131 4.114
Si 10.888 10.879 4.108
Si 13.623 13.701 4.151
Si 1.447 15.009 10.886
Si 4.108 1.405 10.936
Si 1.375 4.108 10.974
Si 4.099 6.753 10.823
Si 1.414 9.498 10.907
Si 4.101 12.219 10.822
Si 6.816 14.925 10.878
Si 9.622 1.443 10.973
Si 6.806 4.024 10.919
Si 9.476 6.718 10.829
Si 6.863 9.533 10.778
Si 9.556 12.337 10.838
Si 12.197 15.001 10.892
Si 14.958 1.368 10.958
Si 12.214 4.052 11.029
Si 15.008 6.827 10.926
Si 12.315 9.585 10.737
Si 15.004 12.209 10.822
Si 2.775 0.057 12.302
Si 5.475 2.706 12.367
Si 2.796 5.474 12.315
Si 5.521 8.121 12.062
Si 2.81 10.871 12.242
Si 5.471 13.484 12.224
Si 8.229 -0.01 12.137
Si 10.891 2.765 12.589
Si 8.149 5.361 12.287
Si 10.92 8.173 11.925
Si 8.214 10.929 12.113
Si 10.87 13.665 12.309
Si 13.48 0.056 12.266
Si 16.34 2.712 12.326
Si 13.609 5.48 12.268
Si 16.413 8.149 12.307
Si 13.628 10.882 12.201
Si 16.434 13.549 12.104
Si 1.438 1.432 13.76
Si 4.177 4.145 13.752
Si 1.514 6.899 13.724
Si 4.309 9.508 13.447
Si 1.42 12.199 13.592
Si 4.156 14.903 13.536
Si 6.851 1.172 13.565
Si 9.333 4.13 13.941
Si 6.794 6.804 13.509
Si 9.639 9.519 13.276
Si 6.865 12.135 13.604
Si 9.483 15.082 13.644
Si 12.309 1.316 13.974
Si 14.989 4.158 13.639
Si 12.139 6.907 13.407
Si 15.027 9.536 13.596
Si 12.252 12.244 13.586
Si 14.958 14.931 13.262
Si 16.409 -0.26 14.647
Si 2.752 2.921 15.187
Si 16.796 5.122 14.855
Si 3.111 8.239 14.947
Si 16.092 11.19 14.902
Si 2.449 13.941 14.783
Si 5.815 -0.506 14.879
Si 7.943 2.431 15.191
Si 5.211 5.898 15.008
Si 8.264 8.226 14.595
Si 5.981 10.343 14.897
Si 8.007 13.723 14.853
Si 10.502 0.203 15.252
Si 13.917 2.717 15.249
Si 10.505 6.025 14.88
Si 13.417 8.333 14.79
Si 11.166 10.502 14.734
Si 13.914 13.452 14.708
Si 16.379 0.778 26.944
Si 6.573 3.212 22.702
Si 6.328 4.286 17.416
Si 12.343 11.172 23.041
Si 7.016 0.745 18.852
Si 7.965 7.748 23.192
Si 18.65 13.521 28.387
Si 3.571 -0.864 22.637
Si 8.127 12.223 19.026
Si 14.006 8.885 27.537
Si 9.875 7.668 17.18
Si 17.364 3.671 19.556
Si 2.589 8.328 22.046
Si 15.438 6.89 23.831
Si 8.337 12.683 22.06
Si 9.537 1.964 17.494
Si 3.102 9.861 26.07
Si 15.442 6.996 16.844
Si 9.241 4.827 18.428
Si 5.213 4.716 20.234
Si 14.102 13.843 19.244
Si 17.458 9.437 16.954
Si 5.428 13.974 28.134
Si 10.812 11.129 30.689
Si 2.353 -0.779 19.704
Si 13.363 9.689 30.235
Si 11.93 9.401 25.273
Si 16.145 2.506 17.344
Si 8.394 9.425 30.663
Si 16.934 6.346 33.67
Si 2.643 9.762 19.522
Si 11.587 1.671 24.22
Si 10.867 13.735 23.663
Si 5.241 1.78 16.857
Si 2.562 1.794 17.978
Si 14.131 5.95 19.264
Si 3.42 13.527 17.693
Si 15.526 5.026 31.491
Si 6.482 14.347 17.412
Si 9.111 7.797 28.18
Si 4.422 2.432 27.374
Si 10.942 5.406 29.004
Si 5.141 -1.485 30.959
Si 8.44 9.31 19.202
Si 10.023 12.192 16.797
Si 3.833 10.444 17.111
Si 13.274 0.849 26.632
Si 12.471 6.745 16.966
Si 5.058 11.307 24.446
Si 11.017 2.649 27.927
Si 9.833 14.603 26.549
Si 13.509 1.709 17.975
Si 4.284 1.707 24.435
Si 3.018 10.734 28.91
Si 17.609 10.977 21.768
Si 10.774 4.437 23.811
Si 14.526 11.135 20.869
Si 13.282 3.309 20.438
Si 7.142 0.122 32.716
Si 10.339 3.749 20.996
Si 18.388 3.012 25.833
Si 9.362 1.058 26.092
Si 8.549 8.619 33.613
Si 16.68 8.416 26.254
Si 8.601 1.262 21.375
Si 13.868 14.392 27.778
Si 11.183 1.275 19.707
Si 4.515 7.609 27.582
Si 14.564 15.378 16.94
Si 18.208 7.796 28.779
Si 14.081 8.139 21.518
Si 11.001 -0.115 22.054
Si 19.529 13.92 33.334
Si 5.408 9.075 22.7
Si 7.053 -0.844 26.131
Si 8.123 5.134 24.667
Si 3.567 1.021 30.121
Si 9.443 3.162 30.261
Si 17.207 11.928 33.589
Si 6.945 6.009 27.224
Si 17.441 13.684 23.273
Si 12.747 0.312 32.71
Si 16.963 4.17 23.628
Si 12.079 14.38 17.005
Si 14.197 3.089 33.341
Si 9.958 1.269 32.567
Si 9.602 9.947 21.977
Si 9.848 10.555 26.814
Si 18.233 5.914 31.192
Si 14.69 -1.401 30.795
Si 5.786 9.758 29.338
Si 14.572 12.021 32.054
Si 11.365 12.743 28.354
Si 16.57 14.175 26.193
Si 13.665 6.818 29.702
Si 11.934 11.743 33.54
Si 6.622 3.807 29.124
Si 4.96 2.207 32.662
Si 4.869 4.873 31.508
Si 15.928 -0.91 21.105
Si 2.304 5.341 21.478
Si 17.256 -0.32 29.755
Si 12.466 7.073 23.73
Si 6.878 11.382 26.923
Si 6.667 7.462 20.609
Si 6.229 6.449 33.561
Si 5.892 14.018 23.619
Si 15.683 2.156 21.814
Si 1.366 14.993 5.469
Si 4.065 1.369 5.449
Si 1.341 4.074 5.465
Si 4.063 6.789 5.399
Si 1.374 9.518 5.427
Si 4.084 12.245 5.432
Si 6.793 14.988 5.425
Si 9.513 1.389 5.428
Si 6.777 4.087 5.426
Si 9.509 6.776 5.465
Si 6.79 9.515 5.397
Si 9.51 12.249 5.441
Si 12.245 15.047 5.478
Si 14.99 1.346 5.49
Si 12.211 4.121 5.475
Si 14.949 6.778 5.438
Si 12.239 9.522 5.483
Si 14.971 12.284 5.474
Si 2.715 0.024 6.836
Si 5.448 2.708 6.812
Si 2.727 5.433 6.798
Si 5.43 8.142 6.755
Si 2.726 10.885 6.792
Si 5.445 13.625 6.782
Si 8.152 0.022 6.778
Si 10.879 2.718 6.815
Si 8.147 5.418 6.806
Si 10.89 8.141 6.825
Si 8.152 10.87 6.777
Si 10.879 13.648 6.784
Si 13.626 0.018 6.862
Si 16.325 2.728 6.857
Si 13.602 5.445 6.838
Si 16.35 8.136 6.76
Si 13.623 10.899 6.815
Si 16.341 13.629 6.838
Si 1.359 1.383 8.226
Si 4.083 4.066 8.162
Si 1.352 6.785 8.157
Si 4.081 9.5 8.127
Si 1.385 12.254 8.171
Si 4.11 14.995 8.157
Si 6.821 1.35 8.193
Si 9.513 4.058 8.17
Si 6.781 6.784 8.132
Si 9.534 9.527 8.145
Si 6.809 12.253 8.123
Si 9.521 15.029 8.142
Si 12.269 1.395 8.199
Si 14.952 4.09 8.225
Si 12.255 6.785 8.212
Si 15.026 9.511 8.117
Si 12.259 12.301 8.134
Si 14.982 14.984 8.214
Si 16.335 0.009 9.585
Si 2.729 2.752 9.58
Si 16.351 5.443 9.568
Si 2.731 8.138 9.502
Si 16.378 10.843 9.505
Si 2.765 13.634 9.506
Si 5.45 0.006 9.565
Si 8.195 2.704 9.567
Si 5.468 5.39 9.514
Si 8.174 8.126 9.457
Si 5.454 10.867 9.457
Si 8.172 13.636 9.464
Si 10.88 0.046 9.532
Si 13.595 2.74 9.614
Si 10.892 5.371 9.551
Si 13.682 8.167 9.49
Si 10.897 10.948 9.468
Si 13.606 13.627 9.553
O 15.732 -0.204 16.15
O 16.558 8.141 16.625
O 4.125 7.046 15.459
O 17.082 7.656 27.629
O 5.582 1.397 18.433
O 14.542 14.803 20.497
O 12.691 9.191 26.668
O 3.269 11.923 17.495
O 8.896 12.982 15.985
N 2.711 9.37 16.254
O 14.785 5.805 30.284
O 5.225 10.629 16.326
O 12.386 9.535 15.216
O 14.997 12.344 15.257
O 6.004 -1.02 27.372
O 16.219 2.778 23.222
O 6.154 10.897 25.565
O 17.48 5.166 34.623
O 14.241 4.406 19.721
O 17.876 12.197 22.787
O 8.929 14.323 35.076
O 14.027 10.772 31.201
O 9.204 8.765 23.003
O 3.082 -0.516 21.137
O 12.859 13.144 27.919
O 11.617 6.113 35.012
O 17.087 4.75 31.084
O 6.156 11.603 35.119
O 16.494 7.626 34.514
O 17.421 1.934 26.546
O 4.495 -0.284 30.112
O 12.353 1.82 27.553
O 16.61 2.71 20.614
O 13.662 -0.567 31.713
O 19.643 8.878 35.16
O 18.12 6.664 32.625
O 17.075 0.679 35.023
O 5.839 5.471 16.446
O 4.526 1.649 34.117
N 6.781 14.617 15.715
N 13.466 14.47 16.012
O 8.481 11.088 22.24
O 7.456 8.05 19.355
O 9.835 7.936 34.298
O 3.983 1.867 31.425
O 18.619 12.132 29.259
O 15.437 2.626 34.276
N 9.339 1.452 15.874
O 5.285 4.138 18.697
O 6.016 3.75 21.272
O 7.335 4.998 26.049
O 3.606 10.697 24.804
O 9.543 4.726 20.004
O 8.48 11.399 26.649
O 5.784 8.705 21.177
O 13.396 12.344 33.142
O 18.817 -1.177 34.144
O 17.678 9.596 18.551
O 15.969 5.427 23.398
O 15.984 5.671 16.138
O 5.394 2.54 23.596
O 12.256 10.434 34.429
O 5.671 13.884 29.753
O 4.962 14.667 22.482
O 7.205 9.308 15.305
O 12.869 10.17 24.2
O 10.511 14.092 25.186
O 12.621 -0.427 34.148
O 18.43 6.799 22.159
O 8.737 3.461 35.111
O 17.44 4.158 25.187
O 15.683 0.535 21.808
O 5.543 4.11 30.27
O 17.522 14.927 14.713
O 7.071 -0.744 18.255
O 17.875 9.51 22.46
O 8.922 9.002 32.111
O 15.606 5.916 32.849
N 6.53 2.865 16.361
O 6.654 10.332 28.112
N 12.65 2.103 19.39
O 5.212 0.356 16.114
O 4.081 8.6 26.372
O 7.693 7.011 21.776
O 11.62 5.673 16.062
O 6.424 -1.016 31.823
O 3.927 8.468 22.955
O 3.225 3.457 26.887
O 14.735 3.69 31.93
O 17.867 10.626 34.286
O 4.924 14.087 17.689
O 16.033 11.521 32.556
O 13.568 11.573 22.086
O 1.581 4.069 15.481
N 9.947 2.12 20.603
O 6.227 12.766 27.419
O 16.435 14.356 22.206
O 3.954 0.37 23.604
O 11.564 7.931 24.74
O 9.599 2.642 31.777
O 16.442 12.813 34.675
O 10.46 2.239 29.391
O 13.917 6.742 24.391
O 7.604 10.694 19.145
O 5.819 3.072 27.908
O 11.014 12.773 34.375
O 10.288 10.781 16.087
O 11.762 9.915 30.194
O 13.304 4.193 34.143
O 16.748 -0.549 26.084
O 8.708 0.261 32.367
O 2.841 2.425 24.545
O 11.42 -0.132 20.483
O 19.555 3.559 35.223
O 7.219 4.422 23.545
O 3.978 14.316 31.964
O 11.042 11.336 32.265
O 6.375 -1.205 24.701
O 10.562 10.265 25.391
O 2.867 0.363 18.67
O 3.79 1.668 28.656
O 9.368 0.018 22.103
O 7.299 7.628 33.563
O 8.141 1.718 18.243
O 9.62 4.579 24.924
O 14.158 2.668 21.626
O 12.724 0.988 25.121
O 6.791 9.721 30.61
O 9.624 13.36 22.727
O 16.649 10.702 16.361
O 8.094 9.954 34.387
O 7.906 3.01 29.72
O 7.165 5.231 28.611
O 7.091 13.271 22.868
O 15.136 14.358 18.074
O 4.314 13.281 34.302
O 2.31 11.023 20.503
O 14.249 -1.408 29.246
O 11.464 7.972 17.259
O 15.461 2.533 15.877
O 11.408 12.966 16.679
O 15.334 6.588 18.402
O 16.681 13.578 24.698
O 7.027 -0.294 34.277
O 3.828 13.858 27.913
O 4.452 10.626 29.677
O 10.261 1.633 34.117
O 11.651 5.727 23.466
O 17.474 1.614 17.212
O 8.35 6.685 24.308
O 3.756 4.971 20.891
O 3.169 7.02 28.219
O 12.817 5.988 18.334
O 12.716 7.968 22.393
O 18.255 4.319 22.662
O 6.424 1.551 32.414
O 10.059 1.266 24.641
O 13.611 8.139 30.657
O 7.86 7.327 27.278
O 14.016 6.876 20.546
O 15.065 1.884 18.364
O 16.091 11.147 21.242
O 7.783 0.635 26.031
O 8.22 12.964 20.466
O 9.958 4.703 30.102
O 5.754 6.117 32.047
O 11.093 10.515 22.233
O 16.583 3.855 18.14
O 14.012 9.925 28.772
O 15.288 9.159 26.592
O 10.149 -0.171 26.789
O 5.408 6.424 26.99
O 10.196 6.609 28.234
O 14.318 8.934 35.187
N 9.403 7.287 15.566
O 11.734 1.183 22.695
N 13.884 7.42 16.224
O 13.986 7.38 28.193
O 12.264 6.014 29.702
O 7.179 13.032 18.027
O 5.004 12.907 24.388
O 6.932 5.18 34.269
O 9.916 3.552 17.648
O 2.874 8.481 20.464
O 9.7 6.299 18.028
O 11.903 12.532 23.758
O 11.777 3.268 24.279
O 13.134 -0.707 27.041
O 7.777 2.16 22.428
O 15.334 7.905 22.549
N 3.597 2.349 16.692
O 9.745 2.373 26.941
O 16.145 -0.689 30.867
O 18.385 12.835 32.94
O 9.168 8.964 17.81
O 16.531 0.392 28.502
O 11.283 0.502 32.044
O 4.902 3.817 32.736
O 9.674 9.122 27.496
O 17.796 7.027 30.111
O 13.493 0.148 17.539
O 7.68 4.734 18.128
O 11.546 14.978 22.898
O 11.242 12.512 29.95
O 8.242 14.422 26.382
O 12.621 14.168 18.578
O 11.349 4.239 27.94
O 5.84 6.193 20.143
O 14.257 12.255 19.684
O 10.65 1.035 18.203
O 14.845 1.256 26.699
O 18.342 0.703 30.349
O 9.904 4.067 22.501
O 5.417 10.667 22.997
O 2.72 14.112 19.038
O 7.426 0.675 20.41
O 17.619 5.115 20.229
O 9.489 9.425 20.443
O 17.722 13.451 27.068
O 14.358 14.308 35.243
O 16.421 7.454 24.983
O 13.103 2.683 16.711
O 6.559 8.434 23.646
O 2.436 14.597 23.391
O 17.896 9.419 25.879
O 10.938 11.371 27.657
O 3.387 5.325 31.042
O 4.927 6.949 34.368
O 17.086 -0.725 19.974
O 15.143 13.895 26.913
O 11.938 4.03 20.971
O 3.978 9.833 18.61
O 2.714 14.069 16.371
O 8.666 8.181 29.677
O 11.011 -0.817 16.476
O 9.28 10.745 30.301
O 14.795 13.391 31.243
O 10.333 13.872 27.876
O 3.288 10.859 27.322
O 9.6 12.109 18.35
O 13.338 1.79 32.959
O 18.491 9.371 29.136
O 5.299 8.306 28.823
O 18.046 14.676 29.328
O 4.747 1.54 26.018
O 2.414 2.906 19.156
O 14.167 9.533 20.673

Results
total energy: -141280.216 eV
total energy less fixed offsets of N -271.95, O -438.35, Si -107.03 eV per atom: 5.954 eV

Forces (eV/angstrom) on atoms 183 to 531 of the 571, counted in the order above; the others are left out for length: element, x, y, z
Si 0.048 0.056 -0.19
Si 0.037 -0.078 0.016
Si 0.008 0.001 -0.114
Si -0.003 -0.023 0.015
Si -0.009 -0.089 0.065
Si 0.039 0.063 0.206
Si -0.12 0.016 0.193
Si -0.068 -0.109 -0.246
Si 0.052 0.019 0.059
Si 0.23 0.067 -0.045
Si 0.06 0.077 -0.01
Si 0.082 -0.07 -0.16
Si 0.002 -0.001 -0.078
Si -0.21 0.093 0.096
Si 0.089 0.049 0.036
Si -0.049 -0.148 0.004
Si -0.039 -0.095 0.036
Si 0.035 0.077 0.043
Si -0.023 -0.038 -0.128
Si -0.02 -0.048 -0.075
Si -0.053 0.072 0.008
Si -0.023 -0.213 -0.1
Si 0.07 0.037 0.034
Si -0.149 -0.044 -0.018
Si 0.04 -0.034 0.021
Si 0.053 -0.026 -0.004
Si 0.208 0.139 -0.181
Si 0.057 0.03 -0.029
Si -0.084 0.119 0.157
Si 0.05 0.207 -0.044
Si 0.044 0.048 0.004
Si 0.045 0.191 -0.083
Si 0.087 0.206 0.091
Si -0.073 -0.093 -0.038
Si -0.03 0.086 0.026
Si 0.053 -0.082 -0.01
Si 0.062 0.064 0.04
Si 0.02 -0.034 -0.12
Si 0.018 0.092 -0.1
Si -0.015 0.044 -0.123
Si 0.045 -0.032 -0.066
Si 0.063 0.051 -0.013
Si 0.002 0.065 -0.038
Si 0.095 -0.038 -0.015
Si -0.073 0.066 0.056
Si 0.087 0.275 0.153
Si 0.043 0.044 0.057
Si 0.001 0.061 0.02
Si 0.032 0.055 0.033
Si -0.203 0.084 -0.064
Si 0.106 -0.068 -0.074
Si -0.079 -0.025 -0.038
Si -0.103 0.063 -0.038
Si -0.059 0.018 0.031
Si 0 0.056 -0.01
Si -0.022 0.12 0.03
Si 0.013 0.065 -0.108
Si 0.069 0.046 -0.095
Si 0.057 -0.085 -0.086
Si -0.029 -0.078 -0.032
Si -0.019 0.07 -0.028
Si -0.026 0.01 -0.031
Si 0.051 0.144 0.016
Si 0.021 -0.014 -0.17
Si 0.142 -0.027 -0.075
Si -0.006 0.067 0.018
Si -0.062 0.024 0.25
Si 0.021 -0.077 -0.038
Si 0.121 0.047 0.107
Si 0.04 -0.004 -0.007
Si -0.001 -0.007 0.005
Si 0.014 -0.007 0.018
Si -0.005 0.017 0.021
Si -0.009 0.007 0.003
Si -0.005 -0.005 0.007
Si 0 0.004 0.022
Si 0 0.002 -0.001
Si 0.011 0.006 0.003
Si 0.005 0.013 0.016
Si -0.005 0.02 0.011
Si -0.006 0.007 0.004
Si 0.017 0.017 0.015
Si 0.001 0.002 0.011
Si -0.005 -0.014 0.008
Si -0.007 0.015 0.013
Si -0.007 0.016 0.01
Si -0.008 -0.013 0.01
Si 0.013 0.003 0.002
Si 0.012 -0.007 0.012
Si -0.002 -0.014 0.015
Si -0.002 0.001 0.007
Si -0.003 -0.012 0.001
Si -0.01 -0.014 0.016
Si 0.009 0.013 0.001
Si 0.004 -0.025 -0.004
Si -0.001 -0.006 0.006
Si -0.004 0.014 0.006
Si 0.006 0.004 0.011
Si -0.002 -0.012 0.002
Si 0.016 0.006 0.013
Si -0.009 -0.005 0.008
Si -0.012 -0.001 0.016
Si -0.011 0.009 0.01
Si 0.008 -0.006 0.001
Si 0.009 -0.004 0.005
Si -0.03 -0.004 0.004
Si -0.027 -0.012 -0.011
Si 0.015 0.034 -0.004
Si -0.008 0.005 -0.013
Si 0.011 -0.003 -0.007
Si 0.007 0.013 -0.003
Si -0.013 -0.003 -0.004
Si -0.001 -0.008 0.005
Si 0.003 -0.01 -0.002
Si 0.017 0.002 0.004
Si -0.002 -0.001 0.008
Si -0.009 0.007 -0.004
Si 0.001 0.02 -0.015
Si 0.009 -0.009 -0.005
Si -0.011 0.017 -0.002
Si 0.007 0.021 0.004
Si -0.013 0.005 -0.004
Si -0.01 -0.002 0.001
Si 0.023 -0.009 -0.016
Si -0.018 0.002 -0.012
Si 0 -0.019 0
Si 0 0.004 0.001
Si -0.022 -0.003 -0.015
Si 0.026 -0.004 0.001
Si -0.03 0.019 -0.034
Si -0.008 -0.033 0.004
Si 0.036 0.003 -0.014
Si -0.008 -0.001 -0.009
Si 0.008 -0.002 0.002
Si 0.021 0.012 -0.01
Si 0.003 -0.006 -0.01
Si 0.017 -0.008 -0.003
Si -0.004 -0.035 0.007
Si -0.01 0.008 -0.006
Si 0.002 -0.014 -0.019
Si -0.002 0.004 -0.021
Si -0.023 -0.003 -0.008
O 0.191 0.083 0.239
O 0.196 0.013 -0.509
O 0.132 -0.21 0.291
O -0.37 -0.529 0.248
O -0.323 0.285 0.398
O -0.248 0.228 0.254
O -0.106 0.226 0.419
O -0.246 0.071 -0.115
O -0.29 -0.164 -0.014
N -0.126 0.101 -0.144
O 0.041 -0.278 -0.158
O 0.343 0.443 0.363
O -0.022 0.056 0.091
O 0.121 -0.198 0.583
O -0.338 0.335 0.341
O -0.265 -0.352 0.32
O -0.028 -0.447 -0.198
O -0.267 -0.059 -0.23
O 0.495 -0.085 0.098
O 0.224 -0.116 0.229
O -0.023 0.104 -0.424
O 0.041 -0.127 -0.068
O 0.349 -0.334 0.41
O -0.064 0.298 0.149
O 0.104 -0.414 -0.047
O 0.165 -0.064 -0.184
O 0.131 -0.591 -0.213
O -0.121 0.169 -0.34
O 0.395 0.448 -0.164
O 0.037 -0.071 0.049
O 0.238 0.074 -0.311
O 0.263 0.285 0.496
O 0.251 -0.119 -0.022
O -0.03 -0.114 -0.076
O 0.041 0.125 -0.513
O 0.55 0.451 0.163
O 0.128 -0.176 -0.167
O 0.137 0.118 -0.043
O -0.104 -0.529 -0.015
N 0.04 -0.052 0.013
N -0.114 0.085 -0.373
O -0.495 -0.252 -0.018
O -0.039 -0.301 -0.621
O 0.306 0.031 -0.244
O -0.377 0.451 0.198
O -0.149 -0.004 0.308
O 0.25 0.285 -0.193
N 0.072 -0.014 -0.08
O -0.127 -0.346 -0.004
O 0.122 -0.312 -0.35
O -0.128 -0.539 0.196
O -0.511 -0.045 -0.44
O -0.355 0.519 0.417
O 0.056 0.417 -0.208
O -0.128 0.232 -0.586
O 0.237 0.325 0.062
O -0.185 0.28 -0.06
O -0.31 -0.08 -0.017
O -0.242 -0.201 -0.384
O -0.163 -0.409 0.314
O 0.004 0.088 0.115
O -0.175 -0.366 -0.193
O 0.528 -0.338 0.413
O 0.374 -0.296 -0.563
O 0.001 0.041 0.254
O 0.675 0.013 0.078
O 0.28 -0.271 0.188
O -0.341 0.095 0.054
O -0.345 -0.005 0.253
O 0.198 -0.008 -0.105
O -0.35 0.514 0.419
O -0.062 -0.016 0.178
O -0.152 -0.261 0.087
O -0.076 -0.183 -0.021
O 0.057 -0.202 0.188
O -0.292 -0.019 0.591
O 0.25 -0.156 0.155
O -0.587 0.005 0.193
N -0.086 0.105 -0.296
O 0.051 -0.339 -0.134
N 0.082 0.052 0.075
O -0.226 -0.075 0.168
O 0.249 -0.061 -0.571
O 0.526 -0.356 -0.134
O -0.053 -0.668 0.17
O 0.16 -0.402 -0.153
O -0.139 -0.039 0.374
O -0.154 0.509 0.124
O -0.069 -0.279 -0.364
O -0.037 -0.11 -0.445
O -0.001 0.03 0.036
O 0.053 -0.481 -0.014
O 0.034 0.52 0.236
O -0.002 -0.041 0.021
N -0.067 0.049 0.012
O -0.031 -0.096 -0.329
O -0.165 -0.21 0.126
O 0.195 -0.115 0.235
O -0.431 -0.153 0.409
O 0.122 0.224 0.425
O 0.267 0.392 0.132
O 0.169 -0.472 0.417
O 0.063 -0.266 0.634
O -0.47 -0.139 -0.014
O 0.409 0.088 -0.111
O -0.065 0.202 -0.216
O -0.065 -0.561 0.078
O -0.19 -0.34 -0.026
O -0.063 0.113 -0.051
O 0.012 0.262 -0.467
O 0.151 -0.369 -0.205
O -0.298 0.13 -0.46
O 0.309 -0.535 -0.503
O 0.248 -0.104 -0.44
O -0.185 0.364 -0.247
O -0.299 -0.082 -0.121
O -0.358 0.075 0.146
O 0.043 0.161 -0.376
O -0.374 0.187 -0.527
O 0.28 -0.088 -0.081
O -0.192 0.058 -0.077
O -0.303 -0.285 0.602
O 0.016 0.143 -0.247
O -0.052 0.208 0.299
O 0.182 -0.331 0.71
O -0.143 0.149 0.222
O 0.275 -0.528 -0.347
O -0.234 0.22 0.59
O -0.198 -0.004 0.064
O -0.16 0.451 0.188
O 0.187 0.415 -0.066
O -0.197 -0.485 -0.083
O 0.489 0.26 0.466
O -0.107 -0.179 -0.117
O 0.478 -0.022 0.072
O 0.323 0.081 -0.069
O 0.342 0.417 -0.231
O -0.282 0.415 -0.023
O 0.207 0.475 0.157
O 0.61 -0.115 -0.353
O 0.272 -0.352 -0.119
O 0.442 0.176 0.383
O -0.284 -0.303 -0.263
O -0.245 -0.018 -0.013
O -0.165 0.03 -0.22
O 0.097 0.472 0.533
O 0.454 -0.056 -0.003
O -0.183 0.047 -0.487
O 0.175 -0.61 -0.389
O 0.308 0.382 0.44
O -0.057 -0.252 0.118
O -0.107 -0.8 -0.165
O -0.315 -0.261 0.233
O -0.425 0.296 -0.196
O 0.609 -0.174 0.023
O 0.436 0.442 -0.35
O -0.408 -0.193 -0.29
O -0.129 -0.074 0.416
O -0.238 0.286 -0.226
O -0.216 -0.26 0.106
O 0.032 -0.399 0.391
O 0.092 -0.095 0.093
O -0.276 0.51 -0.183
O -0.215 0.472 -0.188
O -0.055 0.174 0.62
O -0.036 0.188 -0.258
O -0.001 -0.295 -0.458
O -0.27 0.498 -0.12
O 0.319 0.7 0.125
O -0.164 0.32 -0.135
O 0.63 0.272 0.327
O -0.267 -0.415 -0.561
O 0.218 -0.014 -0.354
O -0.084 -0.061 -0.241
N 0.034 -0.08 -0.058
O 0.275 0.326 -0.35
N 0.044 -0.009 0.088
O -0.05 -0.433 -0.349
O -0.118 -0.223 0.225
O -0.092 -0.391 -0.436
O -0.489 0.255 0.621
O 0.027 -0.162 -0.353
O 0.3 0.136 -0.292
O 0.266 -0.591 -0.359
O 0.133 0.101 0.035
O 0.385 0.029 0.464
O 0.607 0.224 0.212
O -0.265 -0.062 -0.089
O 0.218 -0.211 0.159
O 0.55 0.373 0.077
N -0.037 0.178 -0.02
O -0.198 0.635 0.154
O 0.212 0.104 0.502
O 0.181 0.083 -0.561
O -0.003 0.222 -0.253
O -0.183 0.198 0.255
O -0.236 -0.491 -0.331
O -0.173 0.266 0.675
O 0.117 -0.095 -0.023
O -0.261 0.283 0.217
O -0.316 -0.286 0.141
O -0.115 0.26 0.014
O 0.681 -0.064 0.187
O -0.025 0.55 0.257
O -0.078 -0.524 -0.177
O -0.516 0.117 0.489
O 0.426 0.091 -0.534
